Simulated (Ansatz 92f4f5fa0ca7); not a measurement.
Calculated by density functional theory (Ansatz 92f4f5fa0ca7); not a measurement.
Periodic cell of 220 atoms, Si132O88, from a study of silicon, its oxide and their interface. The atomic structure is a simulated model.
This geometry differs little from another in the collection (a relaxation step or a small displacement).

Settings
functional: r2SCAN
potential files: Ansatz PAW
basis: plane waves
wave-function cutoff: 800 eV
density cutoff ratio: 5
exchange-correlation grid ratio: 1
k mesh: 1 x 1 x 1, shifted by 0.5 0.5 0 of a step
self-consistency stop: 1e-10 eV per atom in the density residual
occupations: fixed
spin: none
net charge: 0

Cell vectors (angstrom)
a 10.888 0 0
b 0 10.888 0
c 0 0 31.6284

Atoms and the computed forces on them: element, x, y, z (angstrom), force x, y, z (eV/angstrom)
Si 0.0721 -0.2621 0.301 -0.0028 0.0009 -0.0264
Si 2.1752 2.2517 -0.3469 0.0006 -0.0078 -0.0352
Si -0.2207 5.8546 -0.2686 -0.0074 -0.0004 -0.0002
Si -1.0215 7.5128 -1.9528 0.0122 0.0092 -0.0568
Si 4.1842 -1.372 1.4698 -0.0103 -0.0055 -0.0048
Si 7.8597 3.1634 0.3105 0.0075 -0.0102 -0.0343
Si 6.1099 4.7972 0.0794 -0.0083 -0.0002 -0.0216
Si 6.7893 6.7198 1.3127 -0.001 0.0022 0.0022
Si 1.2682 1.2735 1.5265 0.0033 0.0025 0.0013
Si 4.1977 4.0705 1.2614 -0.0151 -0.0134 -0.0099
Si 2.7356 5.454 2.5749 -0.0063 -0.0008 0.0006
Si 5.3935 10.4348 -0.2478 -0.0031 0.0031 -0.048
Si 6.759 1.5295 1.4841 -0.0135 -0.0121 0.0022
Si 9.5708 4.3258 1.2632 0.0101 0.0061 0.0044
Si 7.8104 8.4 0.0465 -0.005 0.0058 -0.032
Si 9.3733 9.4428 1.4628 -0.0016 0.0003 -0.0067
Si -0.0353 2.8366 2.6652 -0.0058 0.0008 -0.0048
Si 2.7213 -0.0523 2.7775 -0.0031 0.0067 -0.009
Si -0.102 8.1212 2.7961 0.003 0.0005 -0.003
Si 1.1717 6.771 1.3572 -0.0026 -0.0012 0.0084
Si 5.3283 2.7251 2.8545 -0.0072 -0.003 -0.0032
Si 8.0911 0.0304 2.739 0.0006 -0.0026 0.0009
Si 5.4771 8.0952 2.7748 0.005 -0.0007 -0.0033
Si 8.182 5.4932 2.7605 0.0026 -0.0028 0.0035
Si 1.3956 4.1131 4.02 0 0.0047 -0.0003
Si 4.0387 1.3061 4.1696 0.0014 0.0025 0.0008
Si 1.3106 9.5065 4.1007 -0.0001 -0.0025 0
Si 4.0367 6.7846 4.068 0.0051 -0.002 0.0021
Si 6.7883 4.1029 4.0973 -0.0021 0.0039 -0.0011
Si 9.48 1.4416 4.0395 0.0033 0.0027 0.0007
Si 6.8039 9.5042 4.1112 -0.0003 0.0007 -0.0004
Si 9.4968 6.7895 4.188 0.0007 -0.0016 -0.001
Si -0.0377 0.0465 5.4103 0.0001 0.0001 -0.0003
Si 2.69 2.7347 5.4347 -0.0065 -0.0005 0
Si 0.0262 5.4189 5.4476 0.0021 -0.002 0.0001
Si 2.6896 8.1557 5.4526 0.0012 -0.0003 0.0014
Si 5.4412 -0.0395 5.4766 0.0007 -0.0022 0.0007
Si 8.1414 2.7375 5.4625 0 -0.0011 0.0021
Si 5.4176 5.4492 5.448 -0.0012 0.0021 0.0033
Si 8.1453 8.1747 5.4888 -0.0006 0.0009 -0.0002
Si 1.3326 1.3966 6.7887 -0.0012 0.0015 -0.0003
Si 4.0799 4.0573 6.7989 -0.0002 0.0013 -0.0012
Si 1.3532 6.7922 6.8188 -0.0031 0.0016 -0.001
Si 4.0753 9.5047 6.8224 -0.0028 -0.0004 -0.0009
Si 6.7977 1.3451 6.8126 0.0005 0.0017 -0.0008
Si 9.5342 4.0823 6.8098 -0.0015 -0.0006 -0.002
Si 6.787 6.8054 6.8195 -0.0035 -0.003 -0.0014
Si 9.5103 9.5497 6.7897 -0.0026 -0.0004 -0.0008
Si 0.0034 2.7447 8.1809 -0.0041 -0.0007 0.0007
Si 2.7385 0.0568 8.1244 0.0033 -0.006 0.0013
Si -0.0397 8.1659 8.1397 0.0039 -0.005 0
Si 2.741 5.4361 8.1531 -0.0013 -0.0002 0.0006
Si 5.4527 2.7136 8.1698 -0.003 -0.0023 0
Si 8.1561 -0.0125 8.1687 -0.0016 -0.0014 -0.0007
Si 5.4393 8.1425 8.1889 -0.0026 0.0006 0.0013
Si 8.1715 5.4444 8.166 0.0028 0.0016 0
Si 1.3769 4.1223 9.5358 -0.0007 0.004 0.002
Si 4.1022 1.3833 9.5583 -0.0025 0.001 -0.0022
Si 1.3583 9.5593 9.3905 -0.0037 0.002 -0.0053
Si 4.1226 6.7404 9.5372 0.0011 -0.0055 0
Si 6.8129 4.0812 9.5225 -0.0024 -0.0031 0.0007
Si 9.5219 1.3629 9.4882 -0.0031 -0.0014 -0.0012
Si 6.8054 9.5046 9.5407 -0.0032 -0.0007 0.0025
Si 9.5148 6.7947 9.5556 -0.0031 0.0017 -0.0031
Si 0.0479 0.02 10.7728 0.0008 -0.0061 -0.0027
Si 2.784 2.8317 10.8997 0.0036 -0.0001 -0.0017
Si 0.0384 5.4763 10.9327 0.0004 -0.0001 0.0015
Si 2.6979 8.1804 10.6892 -0.0004 -0.0055 0.0034
Si 5.4479 -0.0341 10.9052 -0.0067 -0.0029 0.0008
Si 8.1759 2.7142 10.8489 0.0026 -0.0059 0.0054
Si 5.4867 5.3914 10.9665 -0.0074 0.0043 -0.0018
Si 8.1247 8.1204 10.9268 0.0015 -0.012 0.0049
Si 1.4101 1.4059 12.099 0.0054 0.0018 0.0018
Si 4.1054 4.1243 12.4339 -0.0009 -0.0027 0.0043
Si 3.0921 5.9806 13.6438 0.0069 0.0098 0.0056
Si 4.9387 7.8012 13.5995 -0.0167 -0.0169 -0.0007
Si 6.8335 1.3608 12.2232 -0.0001 0.0035 -0.0009
Si 9.5414 4.0449 12.2202 -0.0038 -0.0001 -0.0039
Si 6.7698 6.7739 12.3928 0.0021 -0.0005 -0.0001
Si 9.625 9.4965 12.0883 0.0008 -0.0079 0.0011
Si 0.0688 2.677 13.5374 0.0194 0.0254 0.0273
Si 2.6907 -0.012 13.4317 0.0021 -0.0076 -0.0054
Si 1.0215 10.1338 14.918 0.0117 0.0063 0.0291
Si 1.4615 6.9286 12.1973 -0.0027 -0.0008 -0.0008
Si 4.4088 0.7033 14.8362 -0.0187 0.0035 0.0231
Si 8.9072 2.4119 17.0151 0.0102 0.0084 0.0621
Si 4.0067 9.4194 12.1311 0.0056 -0.002 0.0029
Si 10.9972 8.3067 13.5905 -0.0023 -0.0096 -0.0041
Si 1.1891 5.2104 15.0108 -0.0006 -0.0296 0.0305
Si 6.8862 3.9067 15.0079 -0.0072 0.0037 0.0369
Si -0.8603 6.5436 14.7419 -0.013 0.0129 0.0261
Si 0.2353 4.5771 17.7714 -0.0063 0.0024 0.0648
Si 5.4529 2.5732 13.7182 -0.0071 -0.0003 0.0008
Si 8.3195 -0.0313 13.4137 -0.0176 -0.0113 0.011
Si 5.8706 9.6625 14.8933 0.0176 -0.0038 0.0322
Si 8.2484 5.3663 13.6649 -0.0006 0.005 -0.0008
Si -3.6119 -2.9647 19.6855 0.0019 -0.0082 0.035
Si 10.0641 1.3031 27.1863 -0.0007 -0.0017 -0.0502
Si -8.8203 8.2052 31.4526 -0.008 0.0033 -0.0231
Si 6.6854 -7.3505 21.9435 -0.0008 -0.0013 0.0074
Si 5.5116 5.4424 28.6646 0.0008 0.0025 -0.064
Si 24.7517 10.5486 17.3197 0.0047 -0.0117 0.0702
Si 11.0181 -8.9044 24.6073 -0.002 0.003 -0.0335
Si 10.0743 11.7237 14.7623 -0.0084 0.0008 0.0262
Si 9.2737 -9.6353 19.683 0.0116 -0.0071 0.0423
Si 5.0909 0.7794 26.8557 0.008 -0.0017 -0.0395
Si -0.7896 -11.802 23.8411 0.0033 -0.0004 -0.0138
Si -9.7034 -1.8055 21.8862 -0.0004 -0.0031 0.005
Si 7.8905 8.5237 25.604 -0.0023 0.0009 -0.0351
Si -16.1524 -5.6655 19.9114 -0.0012 -0.0063 0.0391
Si 9.3148 9.5026 21.0419 0.0067 -0.002 0.0174
Si 15.1288 5.1069 22.4333 -0.0006 -0.0046 0.007
Si -14.3088 -5.3096 26.4441 -0.0022 0.0013 -0.0353
Si 8.9599 -4.3293 17.6343 -0.0102 -0.0002 0.0609
Si 11.6716 -1.3269 28.0357 -0.0017 0.0073 -0.0513
Si -1.7554 -9.6288 29.8114 0.0004 -0.0052 -0.056
Si 3.0636 -3.2662 23.6064 0.0088 0.0025 -0.0132
Si 0.9084 4.5317 29.8045 0.0009 -0.0096 -0.0535
Si -16.5876 -1.0696 24.421 -0.0019 -0.0031 -0.0172
Si 16.286 8.7197 17.6016 0.0006 -0.0149 0.0562
Si -5.7358 3.7319 26.2409 -0.003 -0.0082 -0.0452
Si -7.5733 11.0256 29.1732 -0.0083 -0.0023 -0.0528
Si 2.7263 0.6097 20.3742 0.0036 0.0047 0.0431
Si 16.9268 5.6834 17.1521 -0.0042 0.0025 0.0629
Si -5.8831 1.0355 22.3397 0.0043 0.0019 0.0042
Si -3.0845 -0.3027 27.6715 -0.0161 -0.0015 -0.0442
Si 1.4289 -14.6212 26.2701 0.0011 0.0022 -0.0423
Si 13.7827 -4.3674 28.9592 0.0287 -0.0005 -0.059
Si -7.7691 2.9685 23.9687 0.0007 -0.0061 -0.017
Si -12.2618 -7.8517 22.074 -0.0027 0.0035 0.0048
Si 11.6823 13.7388 20.0835 -0.0008 -0.0061 0.0265
Si 10.1726 5.4308 27.4099 -0.0014 -0.0101 -0.0514
O -7.8779 4.1296 -8.7936 0.0019 -0.0017 0.0034
O -15.3148 -6.9555 -11.2366 -0.0019 0.0043 -0.0139
O -3.0661 -3.9749 -6.0239 -0.0016 -0.0095 0.0155
O -12.6319 -11.2347 -11.8234 -0.0013 0.0065 -0.0148
O -7.3223 8.4466 0.354 0.0048 0.0029 0.009
O -6.9168 1.7505 -8.2748 -0.0017 0.0017 0.0033
O 1.2377 9.6046 -0.262 -0.0024 0.0006 0.0144
O -0.2087 2.3662 -5.4876 -0.005 -0.0006 0.0222
O 5.9496 1.0256 0.108 0.009 0.0079 0.0112
O 2.1053 -8.791 -10.9802 -0.0009 -0.0034 -0.0075
O -2.8646 -2.3621 -10.6487 -0.0041 -0.0038 -0.0149
O 9.2774 -11.5012 -9.1588 -0.0042 -0.0016 0.0004
O 4.762 4.3704 -3.9426 0.0035 0.0092 0.0324
O 19.1181 2.3607 -1.0807 -0.0115 0.0169 0.0319
O 22.7966 3.0838 -1.1312 0.0057 -0.0029 0.0199
O -0.7944 3.5125 17.1077 -0.0112 -0.0104 -0.0188
O -4.0944 6.0008 27.8618 -0.0111 -0.0009 0.0284
O 14.7509 -12.5623 17.622 -0.0045 0.0067 -0.0232
O 7.6485 5.6232 17.4036 -0.0018 -0.0018 -0.022
O -1.9773 1.848 21.143 0.004 -0.0058 -0.011
O 1.2759 -5.7819 16.6502 0.0042 0.0147 -0.0534
O -4.3135 -4.3609 20.0811 0.0009 0.0056 -0.0171
O 6.3949 15.5136 25.6742 0.0031 0.0044 0.0174
O 6.1976 -1.3119 16.4978 -0.0004 0.0087 -0.0452
O 12.5357 -11.6877 16.4767 -0.0143 0.0012 -0.0387
O 10.1655 -5.1356 18.3574 0.0001 -0.0108 -0.0261
O 28.2963 -12.708 24.9342 0.0085 -0.0045 0.0108
O 7.6928 13.892 16.123 -0.017 0.0025 -0.032
O 17.1813 1.9817 22.1124 -0.0011 0 -0.0021
O 3.8202 0.7282 16.4106 0.012 0.0033 -0.0479
O -16.1027 -19.554 26.4443 -0.001 -0.0043 0.0142
O 5.4738 7.1869 17.086 0.0018 0.0023 -0.0212
O 8.8586 4.778 26.7209 0.0109 0.0031 0.0169
O -0.2675 11.3103 24.5539 -0.0008 0.0077 0.0071
O 10.0599 -8.1945 23.5383 0.0052 -0.0044 0.0118
O 3.8604 -7.2447 25.2576 0.0086 0.0035 0.0165
O 15.1347 0.6744 20.9444 -0.009 -0.0046 -0.014
O 6.1126 -2.0197 19.0509 -0.0076 -0.0004 -0.0307
O 17.1204 10.8467 27.6129 0.0048 0.0004 0.0145
O 10.7641 8.7324 20.9603 -0.0026 -0.0002 -0.0035
O 12.5534 13.2657 24.3313 -0.0071 -0.0027 0.0084
O -12.1508 6.6206 28.3577 0.0009 0.0141 0.0409
O 0.5987 -1.5994 23.3836 -0.0016 0.0049 0.0048
O 33.7954 3.9479 18.9551 -0.0038 0.0044 -0.0261
O 24.4341 0.2974 18.7807 0.0039 -0.0116 -0.0433
O 3.9355 -2.0314 24.1368 0.0025 0.0017 0.0061
O 5.6549 4.4151 22.8356 -0.0005 0.0009 -0.0032
O -8.4706 -16.7158 29.4729 -0.0141 -0.0002 0.0232
O -15.9826 -6.007 15.7823 0.0081 -0.0146 -0.0393
O 25.8951 28.2344 23.2721 -0.0006 -0.0005 0.002
O 2.2975 -2.9467 22.1898 -0.0018 0.0026 0.0016
O -2.4875 -8.9766 18.4821 -0.001 0.0082 -0.0452
O -2.6026 -10.879 29.186 0 0.0082 0.0262
O -10.7442 0.05 27.5076 0.0048 -0.0078 0.0196
O 0.9173 -13.1512 26.7143 -0.0056 0.0042 0.021
O -11.0531 -2.0813 29.1378 -0.016 -0.0177 0.03
O 9.5268 22.8868 16.2916 0.0173 -0.0249 -0.0423
O -8.6506 -11.8428 28.6563 0.0063 0.0092 0.0185
O 5.2462 -5.9087 18.3689 0.0013 0.0039 -0.0386
O -15.1229 20.3269 31.2244 -0.0027 -0.0038 0.0212
O -1.6988 -1.8567 24.7731 -0.0055 -0.0033 0.0138
O -12.2621 7.0971 16.222 0.0165 -0.007 -0.0608
O -2.6857 3.9448 22.3451 -0.0001 -0.0018 -0.0044
O 4.5542 -0.5227 29.9852 0.0124 0.0015 0.0378
O -6.3926 -4.2395 29.019 0.0044 0.0036 0.0163
O -2.4559 -2.8999 30.2244 -0.0058 -0.0006 0.0257
O 2.0748 -3.7325 24.7963 -0.008 -0.0042 0.026
O -6.2271 -0.0326 25.5374 0.0079 0.0114 0.0235
O -0.0963 14.4836 21.231 0.0026 -0.0036 -0.0117
O 8.4544 -3.1305 18.5776 0.0072 -0.0164 -0.0268
O -20.7254 -18.1002 14.4327 -0.0172 -0.0103 -0.0155
O 32.0461 0.5954 30.7304 0.0107 -0.0082 0.0351
O -8.4021 -4.1632 27.415 0.0026 -0.0058 0.0353
O -1.0777 2.0549 28.5832 -0.0037 0.003 0.0346
O 1.8897 10.3871 21.2218 0.0029 0.0026 -0.0106
O 10.813 1.6616 19.3956 -0.0028 -0.004 -0.0102
O -10.6654 6.0719 26.2533 -0.0053 -0.0067 0.0191
O -3.5367 -1.0956 14.2332 0.0128 0.0154 -0.0186
O -2.8377 -1.8116 27.1282 0.0051 0.0095 0.0238
O 3.3849 3.2288 31.7341 0.011 0.0126 0.0161
O 11.0228 4.4515 28.369 0.0115 0.0075 0.0452
O -7.0445 -9.962 27.8611 -0.0065 -0.0085 0.0277
O 4.2938 5.3792 20.8304 0.0038 0.0036 -0.0105
O -5.3437 -0.3094 23.041 -0.0015 -0.0011 0.0053
O 24.4365 12.0723 30.1867 -0.0122 0.017 0.0374
O 2.1929 7.5782 29.9537 -0.0079 0.0153 0.0309
O 5.9397 4.8045 30.0723 0.0136 -0.0067 0.064
O -2.2625 0.7102 26.6872 0.0001 -0.0011 0.0197

Results
free energy: -134620.751 eV
free energy less fixed offsets of O -570.45, Si -639.56 eV per atom: 0.769 eV

The program warned: the cutoff lies below the one the program advises for these potential files; the forces do not sum to zero within the program's tolerance; empty levels may hold ghost states of the PAW files; the exchange-correlation potential is rough where the density is thin.
